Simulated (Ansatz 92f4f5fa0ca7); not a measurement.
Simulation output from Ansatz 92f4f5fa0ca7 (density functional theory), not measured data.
Periodic cell of 221 atoms, Si131O88B1H1, from a study of silicon, its oxide and their interface. The atomic structure is a simulated model.
Doubt: the cutoff is far below the 930 eV that the study's wrapper takes by default for these files, so forces and energies are approximate.
This geometry differs little from another in the collection (a relaxation step or a small displacement).

Settings
functional: PBE
potential files: Ansatz PAW
basis: plane waves
wave-function cutoff: 580 eV
density cutoff ratio: 5
exchange-correlation grid ratio: 1
k mesh: 1 x 1 x 1, Gamma-centred
self-consistency stop: 5e-08 eV per atom in the density residual
occupations: fixed
spin: none
net charge: 0

Cell vectors (angstrom)
a  10.938  0  0
b  0  10.938  0
c  0  0  32.3082

Atoms: element, x, y, z (angstrom)
Si  -0.1234  0.1835  24.7766
Si  5.6822  -0.283  24.7499
Si  2.4311  2.9876  24.9299
Si  8.537  2.4379  24.6081
Si  0.1754  5.2075  24.956
Si  5.2971  5.8235  24.9025
Si  2.9329  7.9448  24.8693
Si  7.904  8.3981  25.004
Si  1.3403  1.3641  26.2006
Si  6.854  1.3766  25.9863
Si  4.1315  4.1262  26.1029
Si  9.5117  4.019  26.143
Si  1.3636  6.8126  26.2037
Si  6.788  6.8783  26.3422
Si  4.0734  9.5847  26.1297
Si  9.6058  9.5729  26.1136
Si  2.7322  0.0056  27.5248
Si  8.2084  0.0199  27.4738
Si  -0.0284  2.7258  27.5607
Si  5.4973  2.7241  27.4524
Si  2.7619  5.4514  27.5456
Si  8.2085  5.4434  27.5368
Si  -0.0019  8.2102  27.521
Si  5.4023  8.259  27.6014
Si  4.1018  1.3673  28.89
Si  9.5708  1.3673  28.89
Si  1.3673  4.1018  28.89
Si  6.8362  4.1018  28.89
Si  4.1018  6.8362  28.89
Si  9.5708  6.8362  28.89
Si  1.3673  9.5708  28.89
Si  6.8362  9.5708  28.89
Si  0  0  30.2572
Si  5.469  0  30.2572
Si  2.7345  2.7345  30.2572
Si  8.2035  2.7345  30.2572
Si  0  5.469  30.2572
Si  5.469  5.469  30.2572
Si  2.7345  8.2035  30.2572
Si  8.2035  8.2035  30.2572
Si  1.3673  1.3673  31.6245
Si  6.8362  1.3673  31.6245
Si  4.1018  4.1018  31.6245
Si  9.5708  4.1018  31.6245
Si  1.3673  6.8362  31.6245
Si  6.8362  6.8362  31.6245
Si  4.1018  9.5708  31.6245
Si  9.5708  9.5708  31.6245
Si  2.7345  0  0.6835
Si  8.2035  0  0.6835
Si  0  2.7345  0.6835
Si  5.469  2.7345  0.6835
Si  2.7345  5.469  0.6835
Si  8.2035  5.469  0.6835
Si  0  8.2035  0.6835
Si  5.469  8.2035  0.6835
Si  4.1018  1.3673  2.0507
Si  9.5708  1.3673  2.0507
Si  1.3673  4.1018  2.0507
Si  6.8362  4.1018  2.0507
Si  4.1018  6.8362  2.0507
Si  9.5708  6.8362  2.0507
Si  1.3673  9.5708  2.0507
Si  6.8362  9.5708  2.0507
Si  0  0  3.418
Si  5.469  0  3.418
Si  2.7345  2.7345  3.418
Si  8.2035  2.7345  3.418
Si  0  5.469  3.418
Si  5.469  5.469  3.418
Si  2.7345  8.2035  3.418
Si  8.2035  8.2035  3.418
Si  1.4178  1.3423  4.7708
Si  6.8187  1.4031  4.7873
Si  4.089  4.1083  4.7876
Si  9.5838  4.0899  4.8024
Si  1.3813  6.8163  4.8135
Si  6.8503  6.8335  4.7554
Si  4.0848  9.5899  4.7879
Si  9.6135  9.5255  4.7492
Si  2.7423  -0.0198  6.2317
Si  8.2792  0.0477  6.0417
Si  0.1118  2.7745  6.1209
Si  5.4581  2.7663  6.1915
Si  2.7395  5.4677  6.2181
Si  8.188  5.436  6.1621
Si  0.0207  8.1621  6.2053
Si  5.4978  8.2535  6.0968
Si  3.8596  1.6413  7.5036
Si  9.9568  1.1032  7.2942
Si  1.5935  3.8963  7.6229
Si  6.5753  4.377  7.5272
Si  4.3715  6.6703  7.4116
Si  9.2636  7.0767  7.4525
Si  1.1824  9.7094  7.5813
Si  7.1087  9.4467  7.3333
O  1.3189  4.1247  24.4458
O  6.8401  9.5239  24.4237
O  2.7153  2.7373  8.0092
O  8.1797  8.2718  7.6954
O  5.4726  5.5489  7.9258
O  0.0472  -0.0605  7.9181
O  4.1191  6.8875  24.412
O  9.6871  1.2914  24.2906
O  1.7292  9.023  9.0045
O  0.9312  4.426  9.052
O  9.3479  1.9107  8.5907
O  6.6421  10.0375  8.7926
O  4.5575  1.1005  8.8795
O  3.7567  7.3353  8.771
O  7.1348  3.8205  8.9653
O  9.5471  6.621  8.9932
O  2.9108  2.264  23.5227
O  5.098  0.1581  23.2772
O  8.1593  2.9787  23.0921
O  10.3443  5.7395  23.6067
O  8.3004  7.5082  23.6909
O  2.2892  8.4986  23.461
O  6.172  5.4619  23.5371
O  0.6247  10.5701  23.398
Si  3.0857  8.4318  9.7606
Si  7.5069  3.894  10.5514
Si  -1.1801  3.8506  15.8975
Si  3.39  2.9486  22.1263
Si  7.0298  0.6528  19.7707
Si  12.3029  -5.7688  17.4707
Si  2.6894  9.4684  20.2629
Si  9.2708  6.3022  14.8266
Si  2.6523  11.1429  17.6649
Si  -2.118  9.8763  17.7997
Si  4.7591  0.3609  21.6998
Si  9.2477  12.3466  10.133
Si  4.6243  11.1793  10.2566
Si  3.3695  1.6765  12.7917
Si  9.0365  8.4894  12.8981
Si  0.9998  9.136  22.69
Si  -0.1409  0.8671  16.4265
Si  -1.1639  0.2381  13.857
Si  0.3162  12.9778  12.0506
Si  5.5861  5.0491  22.0704
Si  6.8753  4.861  15.3427
Si  5.2428  4.228  12.7269
Si  4.5769  11.2566  15.4262
Si  4.1036  6.661  20.0434
Si  4.3962  5.0925  17.3494
Si  -0.8134  7.0336  17.8446
Si  4.9523  12.9747  17.8336
Si  3.0814  6.2973  12.0811
Si  7.9183  3.1188  21.4756
Si  9.5945  6.9905  22.889
Si  9.6833  5.4205  20.4237
Si  11.8481  4.7887  10.6634
Si  -3.5398  9.9512  14.9544
Si  1.7299  4.6687  20.361
B  7.1214  10.6869  9.9046
Si  9.3727  6.4664  10.6001
O  8.3035  5.2728  10.9175
O  9.869  -1.0369  12.8197
O  19.3612  13.5245  10.9148
O  2.7999  5.8608  20.5735
O  -2.8491  4.0122  16.1635
O  -4.7495  15.0403  14.0645
O  0.3157  5.3012  20.8098
O  3.7806  11.9247  11.3978
O  -1.0817  7.3698  13.7673
O  -0.0482  6.057  11.0426
O  1.6837  4.2674  18.7904
O  7.8803  1.657  20.7456
O  3.8357  0.7816  14.0631
O  2.2528  10.0374  18.791
O  1.3138  9.1459  21.0846
O  10.7549  1.1767  10.7427
O  9.8434  0.1715  17.5333
O  9.6945  8.5578  18.256
O  4.4426  1.9369  21.4115
O  2.938  18.6259  11.21
O  6.5516  3.9934  21.2993
O  9.0624  3.9391  20.6557
O  3.7236  8.2341  20.0295
O  0.82  6.7017  17.8241
O  3.4193  -0.4237  21.2634
O  1.3471  11.934  17.0715
O  1.7418  12.638  12.7446
O  0.3197  3.5833  11.5785
O  9.9302  4.8059  14.5578
O  2.4241  16.0633  11.1368
O  -14.2374  6.1726  14.7306
O  6.1804  11.1423  10.7938
O  -2.6834  11.2718  14.4775
O  10.8465  10.8904  15.0694
O  5.611  5.3366  16.281
O  4.5116  6.2155  18.5248
O  13.7855  5.2157  16.6907
O  9.0351  6.5152  21.439
O  3.4976  10.4914  16.4087
O  -0.3182  8.2264  22.8274
O  5.327  6.3299  21.0815
O  5.8069  -0.681  15.0489
O  2.1102  3.3175  21.1857
O  -3.2762  8.8332  13.7629
O  2.2754  6.6041  13.4694
O  3.6299  1.2762  18.4155
O  4.1703  4.3324  22.438
O  5.9723  -0.1288  20.7355
O  -1.3639  6.8011  16.3429
O  0.0802  4.4191  16.807
O  -0.8204  1.6707  13.1686
O  4.5875  5.7239  12.4777
O  -1.489  5.9665  18.9005
O  4.0078  14.1068  12.9139
O  6.2808  1.5784  18.6488
O  -2.9985  9.5126  16.4529
O  10.0963  2.2694  15.954
O  8.8639  7.8197  11.4044
O  15.6177  3.6254  17.998
O  4.0661  9.6867  10.0218
O  8.4523  -0.0224  10.1428
O  6.1432  3.8275  11.4328
O  7.8879  -0.5273  19.0361
O  5.1364  12.5718  16.2487
H  2.6128  6.1752  14.2722

Results
free energy: -133499.088 eV
free energy less fixed offsets of B -154.04, H -15.97, O -568.88, Si -635.61 eV per atom: -2.728 eV

Forces (eV/angstrom), in the order of the atoms: element, x, y, z
Si  -0.0575  0.1158  -0.1109
Si  0.0568  -0.0801  0.0149
Si  -0.1061  0.082  -0.1047
Si  0.0528  -0.0783  0.0315
Si  0.0624  -0.0785  0.0352
Si  -0.081  0.0486  -0.091
Si  0.1063  -0.0014  0.0578
Si  -0.1735  0.1282  -0.1427
Si  -0.0268  0.0006  0.0783
Si  0.0404  -0.0341  -0.0184
Si  -0.0036  0.0161  0.0626
Si  0.0436  -0.0213  0.014
Si  0.0064  -0.0516  -0.0024
Si  -0.0364  0.0247  0.1086
Si  0.0282  -0.0187  0.02
Si  0.0235  0.0181  0.0456
Si  0.0074  -0.0085  -0.071
Si  -0.049  -0.0007  -0.0066
Si  -0.0045  0.0162  -0.0669
Si  -0.0156  0.0194  -0.0298
Si  -0.0148  -0.0071  -0.0685
Si  -0.0372  -0.0229  -0.0407
Si  0.0011  -0.0018  -0.0369
Si  0.0274  0.0287  -0.0949
Si  0.2297  0.0861  -0.2711
Si  -0.24  -0.1489  0.1826
Si  -0.0085  -0.0298  0.107
Si  -0.0751  -0.2231  -0.0754
Si  -0.2389  -0.0064  0.4662
Si  0.0757  -0.0677  -0.0422
Si  0.0163  -0.002  0.0134
Si  0.115  0.3852  0.0523
Si  -0.0582  -0.0117  -0.0198
Si  0.1174  0.0423  0.0179
Si  -0.0256  0.0404  -0.0233
Si  -0.0178  -0.0847  0.0038
Si  0.0635  0.0343  0.013
Si  -0.0351  0.0271  -0.029
Si  -0.0231  -0.1212  0.0333
Si  -0.0353  0.0064  -0.0426
Si  0.0102  -0.0378  -0.0139
Si  -0.0288  0.0591  -0.0089
Si  0.0167  0.0044  -0.009
Si  -0.0361  -0.0093  -0.0379
Si  -0.029  0.0549  -0.0015
Si  0.0218  -0.0147  -0.0162
Si  -0.0122  0.0135  -0.0404
Si  0.0444  -0.0233  -0.0122
Si  0.0348  -0.0322  0.0258
Si  -0.0232  0.0076  0.0046
Si  0.0046  0.0323  0.0162
Si  0.031  -0.0576  0.0174
Si  -0.0111  0.0229  0.0165
Si  0.0306  0.011  0.0246
Si  -0.0035  -0.0473  0.0267
Si  -0.0272  0.0068  0.015
Si  0.0241  0.103  -0.0303
Si  -0.008  -0.047  0.0322
Si  -0.0175  -0.0406  0.0374
Si  0.0015  0.039  -0.0069
Si  0.041  -0.0184  0.0189
Si  -0.0358  0.05  -0.0118
Si  -0.0256  0.038  -0.0231
Si  0.0504  -0.0046  0.0436
Si  0.1844  -0.0304  -0.1242
Si  -0.0731  0.1327  0.067
Si  0.2214  -0.0958  -0.1656
Si  0.0039  0.1086  0.0125
Si  -0.019  0.0258  0.145
Si  -0.0976  0.0176  -0.0737
Si  -0.0785  -0.0338  0.1353
Si  0.136  -0.1436  -0.2926
Si  -0.0281  0.019  0.0594
Si  0.0563  -0.0208  0.0388
Si  -0.0035  0.0068  0.055
Si  0.0021  -0.0079  0.0057
Si  -0.0326  -0.0038  0.0742
Si  -0.0118  -0.0452  0.1044
Si  0.0099  0.0147  0.0685
Si  -0.0097  0.0568  0.1182
Si  0.0119  0.0013  -0.0412
Si  -0.0065  -0.0702  -0.0635
Si  0.059  -0.0191  -0.022
Si  -0.0259  0.0111  -0.0045
Si  -0.0023  -0.0169  -0.0229
Si  -0.008  0.0734  -0.0192
Si  0.0456  0.0537  -0.0156
Si  -0.0135  -0.0272  -0.0026
Si  -0.1297  0.0909  -0.0096
Si  0.1217  -0.1004  0.0744
Si  0.0555  -0.0835  -0.0103
Si  -0.0763  0.0764  0.012
Si  0.0414  -0.0479  -0.0437
Si  -0.0183  0.0467  -0.0455
Si  -0.0957  -0.0075  -0.037
Si  0.1546  -0.0873  -0.1041
O  0.0326  0.007  0.0166
O  0.039  -0.0319  0.0473
O  0.0133  0.0257  -0.0195
O  -0.0951  0.0588  -0.0074
O  0.0273  -0.0142  -0.0125
O  -0.0234  0.0132  -0.0401
O  0.0165  -0.0422  0.0165
O  0.0266  -0.0488  0.0405
O  0.0736  -0.063  0.0759
O  -0.0149  0.0174  0.0221
O  -0.0017  -0.007  -0.0553
O  -0.0187  0.0189  0.0381
O  0.0222  0.0011  -0.0221
O  -0.0257  0.0425  0.0111
O  0.0062  -0.0131  -0.0355
O  -0.0065  -0.004  0.0434
O  -0.0073  0.0084  0.0528
O  -0.0035  0.0081  -0.0168
O  -0.0099  0.0128  -0.0176
O  -0.0094  0.0226  0.0035
O  0.0116  0.0091  0.0741
O  -0.038  0.0107  -0.0091
O  0.0087  0.0051  0.0373
O  0.0124  -0.0272  0.0322
Si  -0.0336  0.028  0.0584
Si  -0.0028  -0.003  0.0848
Si  -0.0004  0.0086  -0.0106
Si  0.0023  -0.0017  -0.0904
Si  -0.0127  0.0121  -0.0139
Si  0.0002  -0.0057  0.0293
Si  0.017  0.0032  -0.0082
Si  0.0163  0.0244  -0.0018
Si  0.0038  -0.0083  0.0341
Si  -0.006  0.0063  0.0131
Si  -0.0172  -0.0179  -0.0294
Si  0.0053  -0.0323  0.0954
Si  0.0083  0.0061  0.0643
Si  -0.0079  0.008  0.003
Si  0.0254  -0.0035  0.0021
Si  0.0082  0.0075  -0.0751
Si  0.0014  -0.0201  -0.0082
Si  0.0057  0.009  -0.0134
Si  -0.001  0.012  0.0201
Si  -0.0042  -0.0155  -0.0916
Si  -0.0255  -0.0044  -0.0226
Si  -0.0229  -0.0015  0.0081
Si  -0.0131  0.0112  -0.0156
Si  -0.0063  0.0127  -0.0085
Si  0.0124  0.0068  0.0206
Si  -0.0086  -0.0256  0.012
Si  0.0065  -0.0071  0.0223
Si  -0.0196  0.0126  0.0353
Si  0.0045  0.0132  -0.0564
Si  0.0121  -0.0143  -0.0836
Si  -0.0107  -0.0211  -0.0193
Si  -0.0034  -0.0221  0.0674
Si  0.0051  0.0063  -0.0121
Si  -0.0088  -0.0117  -0.0197
B  0.0018  -0.0035  0.0768
Si  0.0341  -0.0103  0.0458
O  -0.017  0.0001  -0.0309
O  -0.011  0.0009  -0.0027
O  -0.0028  0.0086  -0.0435
O  0.0021  -0.0054  0.0075
O  0.0092  -0.0124  -0.0043
O  0.0135  0.0012  0.0064
O  0.0089  0.0071  0.0192
O  -0.0149  0.0079  -0.0003
O  -0.0116  -0.0087  0.0084
O  -0.02  0.015  -0.0512
O  -0.0163  0.0114  -0.0205
O  -0.0054  -0.0175  0.0212
O  0.0063  -0.0081  0.0158
O  0.0012  0.0223  -0.0144
O  -0.0008  0.0078  0.0287
O  -0.0013  0.0187  -0.0247
O  0.0044  0.002  -0.0002
O  -0.0032  0.0086  -0.0043
O  0.0023  -0.0028  0.0334
O  0.0065  -0.0028  -0.0423
O  0.0004  0.005  0.0381
O  0.0157  0.0111  0.0245
O  -0.0086  0.0033  0.0157
O  -0.0026  -0.0002  -0.0079
O  -0.0126  -0.0137  0.0119
O  -0.0042  0.0035  -0.0018
O  0.0026  -0.0054  -0.0152
O  0.003  -0.0073  -0.0318
O  -0.0061  -0.0106  0.007
O  0.0269  0.0221  -0.0182
O  -0.0052  0.0032  -0.0044
O  0.0051  -0.0092  -0.0727
O  -0.0113  -0.0073  0.0015
O  0.0041  -0.003  0.0092
O  -0.001  0.0032  0.0041
O  -0.0017  -0.0184  -0.017
O  -0.0081  -0.0028  -0.0078
O  0.0057  0.0066  0.0231
O  0.0063  -0.0055  -0.0118
O  -0.0079  0.0045  0.0321
O  -0.0036  -0.0026  0.0204
O  -0.0112  0.0007  0.0036
O  0.0029  0.0098  0.0285
O  -0.0112  0.002  0.0028
O  0.02  -0.0225  0.003
O  -0.0073  0.0084  -0.0208
O  -0.0089  0.0108  0.0476
O  0.014  0.0024  0.0117
O  -0.0109  -0.0053  -0.0098
O  0.0025  -0.0072  -0.0127
O  -0.0089  -0.0118  -0.0088
O  0.0021  -0.0131  -0.0187
O  0.0071  0.017  -0.0103
O  0.009  0.0012  -0.0077
O  -0.0118  0.0017  -0.0083
O  -0.0065  -0.008  -0.0025
O  -0.0079  0.0282  0.006
O  -0.0082  0.0105  -0.0094
O  0.0005  0.002  -0.011
O  -0.0375  -0.0529  -0.0517
O  0.0027  0.0188  -0.053
O  -0.0028  -0.0006  -0.0312
O  0.0104  -0.0129  -0.0078
O  -0.001  -0.0083  -0.0157
H  -0.0185  0.013  -0.0343

The program warned: the cutoff lies below the one the program advises for these potential files; the forces do not sum to zero within the program's tolerance; the exchange-correlation potential is rough where the density is thin.
